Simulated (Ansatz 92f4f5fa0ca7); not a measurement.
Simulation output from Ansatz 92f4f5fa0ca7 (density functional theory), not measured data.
Periodic cell of 273 atoms, Si162O105As6, from a study of silicon, its oxide and their interface. The atomic structure is a simulated model.
Doubt: the cutoff is far below the 930 eV that the study's wrapper takes by default for these files, so forces and energies are approximate.
This geometry differs little from another in the collection (a relaxation step or a small displacement).

Settings: functional PBE; potential files Ansatz PAW; basis plane waves; wave-function cutoff 580 eV; density cutoff ratio 5; exchange-correlation grid ratio 1; k mesh 1 x 1 x 1, Gamma-centred; self-consistency stop 5e-08 eV per atom in the density residual; occupations fixed; spin none; net charge 0.

Cell vectors (angstrom)
a  11.6015  0  0
b  0  13.3963  0
c  0  0  31.1228

Atoms: element, x, y, z (angstrom)
As  -0.0698  -0.0564  24.0875
Si  3.8445  -0.0774  24.3318
Si  7.6978  0.055  24.5943
Si  1.8132  3.2255  24.1157
Si  5.883  3.4472  24.4685
Si  9.5029  3.3677  24.4598
As  -0.0837  6.6867  24.1315
Si  3.8623  6.696  24.2106
As  7.706  6.7021  24.2803
Si  1.7851  10.0147  24.3748
Si  5.8754  10.1344  24.6074
Si  9.6353  9.8428  24.5121
Si  -0.0963  2.1669  25.0832
Si  3.8484  2.2367  24.9585
Si  7.6869  2.2455  25.4482
Si  1.8754  5.5176  24.9792
Si  5.7696  5.6478  25.2738
Si  9.6412  5.6081  25.2696
Si  -0.0144  8.8079  25.3137
Si  3.8328  8.9515  25.0361
Si  7.6908  8.8375  25.3947
Si  1.8432  12.2828  25.1595
Si  5.7546  12.3298  25.3853
Si  9.659  12.1955  25.1459
Si  -0.0293  2.2331  27.4887
Si  3.8431  2.2361  27.4346
Si  7.716  2.2421  27.7485
Si  1.9315  5.5357  27.4259
Si  5.75  5.5948  27.6108
Si  9.675  5.5696  27.6056
Si  0.0128  8.8948  27.6406
Si  3.8483  8.926  27.4785
Si  7.7195  8.9171  27.7035
Si  1.9124  12.2781  27.5412
Si  5.7671  12.3068  27.6982
Si  9.648  12.2398  27.5377
Si  1.9191  1.1272  28.3062
Si  5.7472  1.1447  28.387
Si  9.6774  1.0876  28.3572
Si  0.0142  4.4461  28.3321
Si  3.8291  4.4475  28.3255
Si  7.7121  4.5016  28.3871
Si  1.955  7.7608  28.3293
Si  5.755  7.8195  28.3778
Si  9.6723  7.7981  28.399
Si  -0.0084  11.148  28.3532
Si  3.8301  11.1459  28.3506
Si  7.7161  11.1665  28.3802
Si  1.9336  1.1164  30.7279
Si  5.8008  1.1164  30.7279
Si  9.6679  1.1164  30.7279
Si  0  4.4654  30.7279
Si  3.8672  4.4654  30.7279
Si  7.7343  4.4654  30.7279
Si  1.9336  7.8145  30.7279
Si  5.8008  7.8145  30.7279
Si  9.6679  7.8145  30.7279
Si  0  11.1635  30.7279
Si  3.8672  11.1635  30.7279
Si  7.7343  11.1635  30.7279
Si  0  0  0.3944
Si  3.8672  0  0.3944
Si  7.7343  0  0.3944
Si  1.9336  3.3491  0.3944
Si  5.8008  3.3491  0.3944
Si  9.6679  3.3491  0.3944
Si  0  6.6981  0.3944
Si  3.8672  6.6981  0.3944
Si  7.7343  6.6981  0.3944
Si  1.9336  10.0472  0.3944
Si  5.8008  10.0472  0.3944
Si  9.6679  10.0472  0.3944
Si  0.0405  0.003  2.7702
Si  3.9159  0.016  2.7241
Si  7.765  0.0143  2.7527
Si  1.947  3.3543  2.7749
Si  5.7821  3.3466  2.7297
Si  9.6905  3.3617  2.7767
Si  0.0334  6.6697  2.7339
Si  3.8645  6.7049  2.7627
Si  7.7564  6.7327  2.7899
Si  1.9763  10.0016  2.786
Si  5.8219  10.0308  2.8122
Si  9.6565  10.0459  2.7978
Si  0.0294  2.231  3.564
Si  3.864  2.2229  3.5675
Si  7.7224  2.2634  3.4892
Si  1.9538  5.5883  3.6071
Si  5.804  5.584  3.4459
Si  9.7055  5.613  3.5495
Si  0.0025  8.8876  3.4835
Si  3.9179  8.8937  3.6753
Si  7.7394  8.9375  3.705
Si  2.0177  12.2667  3.4399
Si  5.8354  12.2878  3.5173
Si  9.697  12.2961  3.5653
Si  0.0674  2.2614  5.9367
Si  3.9032  2.2153  5.944
Si  7.6736  2.2608  5.8175
Si  1.9689  5.5577  5.9891
Si  5.763  5.4897  5.7541
Si  9.7724  5.6013  5.9151
Si  0.0162  8.8575  5.8189
Si  3.9736  8.8374  6.143
Si  7.7379  8.9315  6.1826
Si  2.1079  12.2381  5.7651
Si  5.855  12.3736  5.8612
Si  9.7338  12.3235  5.9583
Si  1.9862  1.0024  6.7116
As  5.8329  1.1515  6.9684
Si  9.6257  1.243  6.6107
As  0.0496  4.4522  7.0017
As  3.9125  4.422  6.9564
Si  7.7649  4.519  6.5624
Si  1.9222  7.8354  6.8231
Si  5.8962  7.5092  6.9206
Si  9.7409  7.8385  6.8787
Si  0.1511  11.1262  6.3793
Si  4.059  11.1343  6.7674
Si  7.7387  11.3223  6.819
O  1.9665  0.6938  8.3564
O  4.3793  11.191  8.414
O  7.7412  4.8212  8.2026
O  9.8949  7.9516  8.5501
O  6.0325  6.8869  8.5189
O  1.689  7.9871  8.4715
O  9.3687  1.5957  8.206
O  0.5767  11.0359  7.9826
O  7.5397  11.7621  8.4372
O  6.2968  10.6019  23.0555
O  3.9922  13.0814  22.6788
O  6.338  3.73  22.8746
O  1.6531  3.0233  22.4503
O  9.0612  3.4084  22.8347
O  7.5303  0.329  22.9718
O  1.4282  9.9346  22.7377
O  4.006  6.6795  22.5161
O  9.6841  9.3806  22.9144
Si  3.3175  12.9974  21.1825
Si  11.8239  1.7682  11.507
Si  -0.786  13.6283  15.6619
Si  7.243  3.6227  11.329
Si  8.8369  9.3201  14.9279
Si  10.433  0.9333  19.9327
Si  1.7423  3.9936  18.3737
Si  8.8667  10.2692  11.9534
Si  4.9186  -2.9379  12.6795
Si  3.6089  0.4717  14.7746
Si  10.1979  6.6879  15.4209
Si  11.0528  -0.9705  12.9205
Si  5.7938  7.1585  18.6362
Si  13.4132  0.0356  9.8402
Si  7.6825  3.5865  21.9453
Si  11.4879  11.1286  9.4381
Si  4.4654  -5.6314  21.3661
Si  1.4936  2.2621  20.9996
Si  6.1743  -4.2289  16.3181
Si  -4.5546  5.8143  9.3008
Si  4.405  4.8955  16.8967
Si  9.2353  15.0202  9.8149
Si  1.6608  8.7561  9.9161
Si  8.4646  -1.4223  9.7715
Si  9.4737  7.6572  10.1165
Si  2.0743  -2.2086  13.8083
Si  6.4193  9.9079  21.5975
Si  -0.9761  11.934  18.0678
Si  5.6853  -1.544  15.3189
Si  1.3699  2.4844  15.6769
Si  6.8825  3.4542  15.8544
Si  3.8488  11.0743  9.9542
Si  5.5872  2.3931  13.4923
Si  10.9839  6.1966  18.3357
Si  -2.4076  8.9357  21.4378
Si  1.1714  4.3593  13.1947
Si  5.8292  7.5835  13.6565
Si  4.0032  5.1326  13.8742
Si  8.0752  5.4474  13.7743
Si  7.5392  -0.8772  17.4399
Si  8.7458  15.1129  17.4454
Si  13.7707  10.0182  21.2798
Si  11.4966  9.2074  19.2678
Si  0.0916  8.9881  14.4868
Si  5.8141  -1.1966  19.8276
Si  7.8192  0.6896  21.4252
Si  8.4299  6.1984  20.2198
Si  0.2803  7.1651  11.9614
O  9.396  0.5196  21.1097
O  7.1587  -1.0651  15.8572
O  10.9732  -0.5031  19.3523
O  1.385  -3.4176  14.7328
O  -1.2512  9.2799  20.3881
O  11.3959  -0.7575  16.8167
O  6.4369  4.772  10.4386
O  1.2064  2.9321  17.2387
O  7.424  2.2351  21.0549
O  8.6858  13.5283  10.2349
O  4.4634  1.1918  13.5436
O  -1.2172  9.873  14.9788
O  -0.039  1.8329  20.6659
O  1.9635  3.2769  19.8188
O  7.2658  6.7364  19.2064
O  5.2004  -2.9298  16.0713
O  -0.1328  7.7614  18.5047
O  0.6697  5.2176  18.5462
O  9.7629  1.8526  18.7276
O  4.997  10.9494  11.115
O  3.6973  5.3084  15.4749
O  1.6009  7.6011  11.0803
O  2.3662  0.8931  20.9835
O  11.6185  7.5384  15.2826
O  8.2282  2.781  10.3453
O  1.308  9.4471  20.0275
O  7.6967  9.7525  16.0176
O  8.8116  7.3505  21.3207
O  2.7412  4.7033  12.9491
O  6.6631  2.2454  14.7439
O  3.0581  -0.9213  10.2507
O  6.2853  2.4684  12.014
O  11.1722  0.5658  12.3933
O  5.9229  8.365  21.7893
O  0.8979  11.6747  12.8022
O  7.2485  6.8089  13.3198
O  3.3283  -2.951  13.0912
O  5.9817  8.5882  17.8356
O  8.0698  3.1032  16.9352
O  7.5387  0.7028  17.8525
O  7.822  11.1683  11.0538
O  11.2223  10.4282  18.2197
O  13.2593  1.2745  10.8905
O  5.4742  3.6777  16.664
O  2.5143  11.5874  21.0139
O  5.2546  6.114  17.5335
O  5.5395  10.7561  20.5346
O  4.6724  7.1851  19.8477
O  9.0024  11.8649  17.7982
O  0.4497  12.5314  10.0487
O  12.0679  5.7937  12.8346
O  12.1447  3.1601  12.2887
O  -2.6317  7.7589  15.3776
O  4.436  13.0568  19.9849
O  7.3265  4.8334  15.0971
O  -2.4148  8.9911  11.0003
O  12.6918  3.8188  14.7526
O  11.5549  8.4653  12.9293
O  9.8815  11.2674  9.3236
O  5.0221  3.8992  13.6986
O  3.2133  4.5187  17.9277
O  4.704  13.1058  15.7159
O  3.4485  9.0256  21.3714
O  8.1509  6.7135  10.0939
O  7.9344  9.8821  21.0299
O  9.7996  5.8371  19.4024
O  0.351  9.7364  10.1599
O  10.0855  11.3471  12.1749
O  0.2951  1.3568  15.2462
O  7.0066  -0.3791  20.5419
O  5.5595  -4.4485  12.7818
O  -1.1463  12.6588  14.4151
O  8.0795  4.3894  12.524
O  9.6593  5.6775  14.2249
O  5.6797  11.5173  13.6982
O  -2.0993  1.0339  16.1737
O  10.3469  5.9264  16.8474
O  5.8194  7.9926  15.2412
O  10.6667  6.8744  10.9073
O  10.7164  2.0407  10.3529
O  2.5717  12.6325  14.4323
O  8.3271  9.7182  13.4068
O  4.6168  6.539  13.3318
O  6.3085  -1.5165  18.3096
O  7.8615  4.8698  20.9682
O  2.8264  1.7353  15.4739
O  2.9704  9.7029  10.0633

Results
free energy: -191838.830 eV
free energy less fixed offsets of As -4856.12, O -568.88, Si -635.61 eV per atom: -0.890 eV

Forces (eV/angstrom), in the order of the atoms: element, x, y, z
As  -0.017  -0.0021  0.0467
Si  0.0424  -0.0196  0.0329
Si  -0.0277  -0.0643  0.0109
Si  0.0229  -0.0076  0.0563
Si  0.0132  -0.1208  0.0073
Si  0.0025  -0.0121  0.0684
As  -0.0123  0.0223  0.0697
Si  0.0077  0.0076  0.0927
As  -0.0142  0.0003  0.0382
Si  0.0065  0.0011  0.0516
Si  -0.0386  -0.0403  0.0498
Si  -0.0034  0.014  0.0533
Si  -0.0144  0.0426  -0.0781
Si  -0.0183  0.0394  -0.0195
Si  -0.0134  0.0772  -0.069
Si  0.0319  -0.0328  -0.052
Si  -0.0555  0.0614  -0.1212
Si  0.0314  -0.0314  -0.1519
Si  0.041  -0.0018  -0.0872
Si  -0.0016  0.0102  -0.0468
Si  -0.0156  0.0413  -0.1166
Si  0.0265  -0.0262  -0.0815
Si  0.0055  0.0429  -0.1263
Si  -0.0247  0.0021  -0.109
Si  -0.0025  -0.0687  -0.0303
Si  0.027  -0.0045  -0.0779
Si  0.0219  -0.0201  -0.0636
Si  -0.0406  0.0696  -0.0303
Si  0.0816  0.0264  0.0401
Si  -0.0608  0.0785  0.0367
Si  -0.0012  -0.0314  -0.0045
Si  -0.0143  -0.0088  -0.0742
Si  0.0149  -0.1095  -0.006
Si  -0.0382  0.0266  -0.0393
Si  -0.0288  -0.0126  -0.0346
Si  0.0688  0.0313  -0.0264
Si  -0.0081  0.0048  0.066
Si  -0.0285  0.0379  0.0659
Si  0.0008  -0.0003  0.0585
Si  0.0448  0.0122  0.0283
Si  -0.0083  -0.0811  0.0447
Si  -0.0178  0.0032  -0.0011
Si  0.0086  -0.0156  0.055
Si  -0.003  0.0258  0.032
Si  0.0044  -0.017  0.0272
Si  -0.0125  0.0314  0.048
Si  0.0357  -0.0445  0.0639
Si  -0.0137  0.035  0.0434
Si  0.0001  0.04  -0.2974
Si  -0.2582  0.1187  0.1296
Si  0.1056  -0.1192  -0.0159
Si  0.119  -0.0268  -0.2228
Si  -0.1152  -0.1058  -0.2258
Si  -0.0524  0.1219  0.3094
Si  0.1274  -0.1702  -0.2838
Si  -0.1931  0.0311  0.1563
Si  0.023  -0.0659  0.3098
Si  -0.0164  0.0397  0.0879
Si  -0.1413  -0.1077  -0.0081
Si  0.0606  0.0564  0.1814
Si  -0.0064  0.0334  0.0508
Si  0.1566  0.1205  -0.3144
Si  0.0712  -0.0107  -0.1319
Si  0.0272  0.0644  0.117
Si  -0.0834  -0.0866  -0.2269
Si  0.073  0.0341  0.005
Si  0.0621  -0.0715  -0.2443
Si  -0.0904  0.1564  0.0364
Si  0.0881  0.1196  0.1997
Si  0.1662  -0.1308  0.1211
Si  0.0401  -0.1149  0.2959
Si  -0.1198  -0.0204  0.2369
Si  0.0003  -0.0599  -0.0778
Si  0.0299  -0.0157  -0.0265
Si  0.0158  -0.0121  -0.044
Si  -0.034  0.0492  -0.0419
Si  -0.0374  -0.0083  -0.0299
Si  0.0233  0.0252  -0.0532
Si  0.0194  0.0145  -0.0014
Si  0.0042  0.0217  -0.0426
Si  0.0171  0.0304  -0.0628
Si  0.0373  -0.0234  -0.1073
Si  -0.0035  -0.0285  -0.0796
Si  -0.007  -0.0064  -0.1002
Si  0.0056  0.0394  0.0453
Si  0.0499  0.0301  0.0376
Si  -0.0226  -0.0048  -0.0544
Si  0.0187  -0.0454  -0.0229
Si  -0.0256  -0.0333  0.0075
Si  -0.0142  -0.0448  0.0133
Si  0  0.0414  0.0225
Si  -0.0699  0.0364  0.0911
Si  0.0316  0.0187  0.104
Si  -0.0197  -0.0015  0.077
Si  0.0026  0.0381  0.0021
Si  -0.0172  0.0187  0.096
Si  -0.0404  -0.0003  0.0812
Si  0  0.0134  0.0652
Si  -0.0091  -0.0391  0.1556
Si  -0.0038  0.0283  0.1113
Si  0.0112  -0.0326  0.1405
Si  0.0329  0.0284  0.1163
Si  0.031  -0.0652  0.1254
Si  0.0791  -0.0814  0.0214
Si  -0.0714  0.0147  0.0349
Si  0.0528  -0.0442  0.0702
Si  0.0088  0.0131  0.0712
Si  -0.0499  -0.0179  0.0663
Si  -0.0795  -0.0082  0.0192
As  -0.0051  0.0189  -0.0557
Si  0.112  -0.0153  -0.0625
As  -0.0008  -0.0072  -0.0523
As  0.0183  -0.0035  -0.0705
Si  -0.04  -0.0008  -0.0775
Si  -0.0407  0.0278  -0.0782
Si  -0.0616  0.1418  0.0119
Si  0.0222  0.0269  -0.0714
Si  -0.0225  0.0869  -0.0042
Si  -0.0491  0.0278  -0.0602
Si  0.0938  -0.0652  -0.0192
O  0.0167  0.0009  -0.0031
O  -0.0216  -0.0022  0.0206
O  0.0149  -0.0321  -0.04
O  -0.0158  -0.0149  0.0166
O  0.0508  -0.0787  0.0272
O  0.0068  0.0107  0.0444
O  -0.011  -0.0017  -0.0296
O  -0.0201  -0.0163  -0.0464
O  0.013  0.0106  0.0045
O  0.0075  -0.0209  -0.0123
O  -0.0234  -0.0085  -0.033
O  0.0097  0.0185  0.0238
O  -0.0118  -0.024  -0.0484
O  -0.0122  0.0216  -0.0091
O  0.0227  -0.0073  0.0042
O  0.0075  0.0056  -0.0335
O  0.0144  0.0232  -0.0833
O  -0.0323  -0.0057  -0.0199
Si  0.0004  0.0189  0.0326
Si  0.0123  -0.0124  0.0296
Si  -0.0107  -0.0108  0.0184
Si  0.0044  0.0067  0.0268
Si  -0.0117  -0.0011  -0.0075
Si  0.0047  -0.0086  -0.0043
Si  -0.0128  0.0115  0.0004
Si  0.0053  -0.0095  -0.0006
Si  0.0007  0.0032  0.0122
Si  -0.001  -0.013  0.0155
Si  0.0002  -0.0071  0.0387
Si  -0.0022  0.0032  -0.0104
Si  0.0249  -0.0032  -0.0311
Si  0.015  -0.0005  -0.0499
Si  0.0032  -0.0321  0.0463
Si  -0.0039  -0.0041  0.0054
Si  -0.0246  -0.036  0.0346
Si  0.0205  -0.0034  0.0517
Si  0.0048  -0.0139  0.0148
Si  -0.0646  0.0826  -0.0353
Si  -0.0081  0.0147  0.0049
Si  -0.0137  -0.0337  0.0112
Si  -0.0034  -0.0263  -0.0399
Si  -0.0358  -0.0135  -0.0442
Si  -0.0062  0.0129  -0.028
Si  0.0001  -0.0074  0.0113
Si  -0.0235  0.0111  0.0191
Si  -0.0051  -0.0139  0
Si  0.0112  -0.0101  -0.0028
Si  -0.0176  0.0098  0.0201
Si  0.0031  0.011  0.0153
Si  0.0013  0.0072  -0.0192
Si  0.0049  0.0065  -0.0015
Si  0.0017  0.0174  -0.0163
Si  0.0424  0.0144  0.0023
Si  -0.0154  -0.006  0.0062
Si  0.0063  0.0122  0.0232
Si  -0.0032  0.0112  0.0255
Si  -0.0112  -0.0075  0.0194
Si  0.0091  -0.004  0.0169
Si  0.0103  -0.0177  0.0044
Si  -0.0148  0.0047  0.0177
Si  -0.007  -0.004  -0.0403
Si  0.0052  -0.0035  0.0033
Si  -0.0024  0.0251  -0.0343
Si  -0.0132  0.0048  0.0313
Si  -0.0027  -0.0136  -0.0604
Si  0.0024  0.0071  0.0083
O  0.0296  -0.0069  -0.0079
O  -0.0044  -0.005  -0.0158
O  -0.0031  0.0077  0.0175
O  -0.0035  -0.0026  -0.0068
O  -0.0227  -0.0044  0.0209
O  0.0042  0.0097  -0.015
O  0.0026  -0.0188  -0.0059
O  0.0006  -0.0115  -0.0097
O  -0.0072  0.003  0.0094
O  0.0092  0.0277  -0.0196
O  -0.0047  0.0029  -0.0125
O  -0.0042  -0.0013  -0.0074
O  -0.029  -0.0146  -0.0054
O  0.0071  0.0249  -0.0189
O  0  0.004  0.0348
O  -0.0073  0.001  0.001
O  -0.0013  -0.0065  0.0164
O  0.0102  -0.0093  0.0127
O  -0.0042  0.0104  0.0027
O  0.0034  -0.0026  -0.0015
O  0.0024  -0.0004  -0.0079
O  -0.0055  -0.012  0.0016
O  -0.0049  0.001  0.0039
O  0.0001  0.0031  -0.013
O  -0.008  0.0122  -0.0216
O  0.0122  0.0031  0.025
O  -0.0061  0.001  -0.0072
O  0.0016  0.0181  0.0295
O  0.0089  0.0005  -0.0139
O  -0.0016  0.0014  -0.013
O  -0.0055  -0.0079  -0.0149
O  -0.0157  -0.0065  -0.002
O  -0.0113  -0.002  -0.0039
O  0.0306  0.0424  -0.0113
O  0.0099  -0.0031  0.0006
O  -0.0025  -0.0018  -0.0124
O  -0.0105  0.0053  -0.0051
O  -0.0039  0.0008  0.0023
O  -0.0078  0.0039  -0.0065
O  -0.0027  0.0029  -0.0062
O  -0.007  -0.0005  -0.0059
O  -0.0026  0.0147  0.0066
O  -0.0107  0.0098  -0.0165
O  0.0002  -0.0072  -0.0044
O  -0.0016  -0.015  0.012
O  -0.0102  -0.01  -0.0068
O  -0.0003  -0.0275  0.026
O  0.0085  0.0028  0.023
O  -0.003  0.0013  0.0019
O  0.0111  0.0035  -0.0109
O  0.0092  -0.013  0.0001
O  0.0063  0.0147  -0.0109
O  -0.001  0.0119  -0.0102
O  0.0094  -0.0087  0.0096
O  -0.0007  -0.0025  -0.0089
O  -0.0071  0.02  0.0072
O  0.0039  -0.0044  -0.0017
O  0.001  0.012  0.0044
O  0.0311  -0.0052  -0.016
O  0.0046  -0.0105  -0.0095
O  0.0105  -0.0034  0.0023
O  -0.0082  0.0063  -0.0022
O  -0.0011  0.0114  0.0038
O  0.0101  -0.0116  -0.006
O  -0.0052  -0.0252  0.0178
O  -0.0016  0.0016  0.0259
O  -0.0112  0.0151  -0.0175
O  0.0054  0.0079  -0.0058
O  0.0075  0.011  -0.0112
O  -0.0033  -0.0131  0.0121
O  -0.0019  -0.0028  -0.0169
O  0.0013  0.0071  -0.0003
O  0.0032  0.0063  -0.0046
O  0.0009  0.0085  -0.0102
O  0.0054  0.0083  -0.0079
O  0.005  0.012  -0.0212
O  -0.0083  0.0005  -0.0259
O  -0.0028  0.0039  -0.0013
O  0.0169  -0.0082  0.0019
O  0.0032  -0.0018  -0.016
O  0.0082  0.0101  -0.0089
O  0.004  -0.0077  0.0142
O  -0.0016  -0.0049  -0.0173
O  0.0109  0.0001  -0.0063
O  -0.002  0.0299  -0.005
O  0.0044  -0.0035  -0.0115
O  0.0087  0.011  -0.0034

The program warned: the cutoff lies below the one the program advises for these potential files; the forces do not sum to zero within the program's tolerance; the exchange-correlation potential is rough where the density is thin.
